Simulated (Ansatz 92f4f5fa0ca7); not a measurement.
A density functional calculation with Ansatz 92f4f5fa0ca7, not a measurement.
Periodic cell of 220 atoms, Si132O88, from a study of silicon, its oxide and their interface. The atomic structure is a simulated model.

Settings: functional r2SCAN; potential files Ansatz PAW; basis plane waves; wave-function cutoff 800 eV; density cutoff ratio 5; exchange-correlation grid ratio 1; k mesh 1 x 1 x 1, shifted by 0.5 0.5 0 of a step; self-consistency stop 1e-10 eV per atom in the density residual; occupations fixed; spin none; net charge 0.

Cell vectors (angstrom)
a 10.88 0 0
b 0 10.88 0
c 0 0 31.9998

Atoms: element, x, y, z (angstrom)
Si 0.1664 -0.9474 -0.3928
Si 2.7598 2.4144 -0.0198
Si 1.0075 3.205 -1.3295
Si 2.072 7.6543 -0.1501
Si 4.6514 0.0985 -0.2912
Si 8.4499 4.1456 0.4529
Si 4.805 6.2459 -0.7141
Si 7.9131 8.1105 -0.1973
Si 1.5647 1.2105 1.5188
Si 3.9453 4.0005 1.1506
Si 0.9173 6.2167 1.2346
Si 3.8677 9.6521 1.4734
Si 6.8973 1.5213 1.3129
Si 10.7391 4.1312 0.5807
Si 6.3384 6.9686 1.0381
Si 9.3864 9.3536 1.1138
Si 0.1319 2.7228 2.5048
Si 2.7254 -0.0171 3.0226
Si -0.1663 7.9506 2.5051
Si 2.686 5.4071 2.5702
Si 5.3435 2.7214 2.5962
Si 8.2443 0.0215 2.5049
Si 5.3813 8.332 2.6251
Si 7.7443 5.4762 2.3092
Si 1.424 4.0142 3.9761
Si 4.1315 1.4103 4.1311
Si 1.2135 9.3586 3.9691
Si 4.0292 6.8527 3.8963
Si 6.683 4.1089 3.9062
Si 9.5417 1.4221 3.8573
Si 6.8672 9.5835 3.9267
Si 9.3115 6.6688 3.8157
Si -0.0582 -0.0144 5.2644
Si 2.7225 2.7232 5.4278
Si -0.0608 5.3912 5.215
Si 2.6574 8.0965 5.3249
Si 5.5231 0.0069 5.3655
Si 8.1366 2.7447 5.2269
Si 5.3693 5.4727 5.2827
Si 8.1419 8.1329 5.2671
Si 1.3366 1.2896 6.6594
Si 4.0842 4.1089 6.7135
Si 1.3066 6.7302 6.6606
Si 4.084 9.4863 6.6227
Si 6.8644 1.3821 6.6964
Si 9.521 4.0439 6.6265
Si 6.7739 6.804 6.621
Si 9.4978 9.5156 6.656
Si -0.0079 2.6662 8.0101
Si 2.723 -0.0563 7.989
Si 0.0203 8.1747 8.002
Si 2.7043 5.4183 8.066
Si 5.4787 2.7473 8.0323
Si 8.1929 -0.0014 8.0696
Si 5.4468 8.1465 8.0015
Si 8.1808 5.4603 7.9494
Si 1.3631 4.0051 9.3851
Si 4.0828 1.3206 9.3015
Si 1.4247 9.4654 9.41
Si 4.1247 6.7851 9.3761
Si 6.8474 4.1512 9.3526
Si 9.5583 1.3488 9.4541
Si 6.8185 9.4841 9.3787
Si 9.5319 6.8182 9.3277
Si 0.0801 -0.0539 10.7932
Si 2.7764 2.6437 10.7244
Si 0.0201 5.4582 10.6569
Si 2.8095 8.0932 10.7766
Si 5.4046 -0.0486 10.6676
Si 8.1858 2.8264 10.7281
Si 5.5361 5.5026 10.7692
Si 8.1885 8.12 10.7592
Si 1.4558 1.2993 12.1586
Si 4.213 4.0209 11.9892
Si 1.5471 6.5566 12.0444
Si 4.1893 9.4287 12.1421
Si 6.7116 1.4309 11.9003
Si 9.5564 4.2431 12.1014
Si 6.9008 6.806 12.2584
Si 9.537 9.48 12.122
Si 0.081 2.8542 13.2938
Si 2.7621 -0.1902 13.4958
Si 0.6046 7.6031 13.8532
Si 2.7867 5.0916 13.4417
Si 5.5495 2.7975 13.4127
Si 8.1546 0.1836 13.1316
Si 5.6864 8.2807 13.6239
Si 8.2704 5.5024 13.6914
Si 1.2941 3.9839 14.9191
Si 4.1331 0.7772 15.072
Si 1.9492 9.0703 14.9921
Si 4.3627 7.23 15.2622
Si 7.1922 3.754 14.7398
Si 9.378 1.664 14.3998
Si 6.8099 10.0689 14.6724
Si 11.3476 6.0448 15.7422
Si 6.5532 8.8292 18.775
Si -2.633 -1.5321 16.3254
Si 1.4433 6.5993 18.7582
Si 2.1338 1.766 17.1522
Si -0.4961 -4.9239 24.8585
Si 5.6115 5.101 17.1852
Si 7.259 -12.1677 24.2841
Si -0.0707 10.7837 16.6201
Si 7.8475 -4.6922 18.8031
Si 3.9061 7.8414 19.8762
Si 5.798 -2.2589 26.7965
Si 10.1554 0.6301 26.9683
Si 3.2484 5.132 20.4655
Si 10.0685 -0.7604 24.4773
Si 5.3814 0.5898 22.6809
Si -0.8491 6.0301 20.7401
Si -1.7624 6.4576 15.8293
Si 12.6491 10.6842 23.5242
Si 9.0253 7.6435 23.2126
Si 4.2105 13.8825 18.8555
Si 4.8936 2.5475 24.9458
Si 2.5004 4.0555 25.1257
Si -7.1584 -0.5571 21.4924
Si 1.164 5.0538 22.6986
Si 1.5116 6.583 26.7975
Si 2.8473 9.3208 25.9687
Si 5.6554 0.646 19.874
Si 11.4366 4.7592 28.9061
Si 7.9761 12.0799 28.7663
Si -0.2015 1.399 29.6685
Si 3.0243 1.3852 25.6949
Si 20.7744 -7.364 26.4539
Si -4.0111 14.2699 27.1277
Si 6.3239 9.8144 29.6751
Si 6.2233 6.0336 28.4173
Si 8.7082 5.877 30.0874
O -0.3977 -0.0443 -1.6056
O 1.0769 0.0291 0.49
O 4.6279 4.7229 -0.1757
O -0.0052 6.7045 -5.7912
O -0.7307 5.4582 -2.4319
O -6.7978 3.9592 -7.2356
O 1.081 8.6842 -0.9736
O 3.3491 6.9891 -0.9225
O 3.7616 1.363 -0.7937
O 6.2616 2.8494 -6.2622
O 5.7922 -3.7937 -4.7231
O 2.7324 8.5659 1.0086
O 7.7762 6.238 -3.1739
O 7.9615 4.7388 -1.008
O 9.0029 7.1114 -0.9085
O 7.8377 13.517 0.5638
O 3.6186 6.031 14.4895
O -5.3282 0.0316 15.3544
O 6.6326 10.3609 19.3078
O -0.5542 0.7704 15.3614
O 3.2539 8.3518 15.7153
O 2.4623 7.8161 19.1253
O 1.1567 17.4121 17.171
O 6.4624 5.4146 18.527
O 8.3255 2.6426 15.2152
O 6.5044 4.3265 16.0953
O 8.5589 -4.7088 17.3388
O 11.8379 -1.2583 16.1729
O 3.2641 11.7159 16.4407
O 5.478 12.8475 18.9482
O 15.3653 13.1595 14.5771
O 8.9805 8.0697 15.6586
O -0.6409 8.5633 13.3029
O 5.0466 6.494 16.5554
O 4.4566 4.0888 17.6795
O -3.8552 -2.0293 17.2498
O -1.4656 10.1433 17.1896
O 0.7986 11.794 17.5494
O 2.8011 2.2953 18.5126
O 1.7762 2.9708 16.1219
O 3.8924 -2.1551 21.2339
O 10.0356 1.9629 26.0544
O 10.1344 -2.2572 23.8919
O 2.1582 5.2274 19.2568
O 4.4251 8.9875 26.0345
O 10.8424 -5.9983 21.5876
O 5.0134 -2.4857 18.8563
O 4.3059 6.336 20.2994
O 2.5064 5.388 21.8726
O -1.9305 -4.4595 24.2773
O 0.1001 -4.1108 19.6468
O 8.6866 0.3237 27.593
O 8.5298 10.599 24.4135
O -0.6227 4.3793 25.1541
O 7.5192 -3.2002 19.4153
O 11.4918 -4.6614 23.6858
O 8.7776 -5.4472 19.8952
O 5.2236 1.9925 23.4616
O 4.0136 3.7202 20.3057
O 6.9596 -1.9637 25.7158
O 2.1462 8.0817 26.7632
O 9.4585 -3.7239 21.7525
O 4.1087 0.1228 20.0542
O 13.1605 5.4763 25.8765
O 16.9259 -1.3765 28.1237
O 11.1918 11.8281 28.1736
O 12.3744 5.9651 28.3095
O -3.2602 8.4403 23.1926
O 19.2663 3.8737 26.9005
O 2.509 1.0743 24.1725
O 1.6335 3.9006 23.7445
O 6.026 -0.433 23.7539
O 2.7339 -0.0006 26.5418
O 4.8977 -0.812 30.3876
O 5.9911 -6.296 27.7507
O 5.3588 6.1922 29.7674
O 0.1844 0.0855 23.5448
O 2.2474 -1.4796 24.4458
O 2.193 10.5222 21.9798
O 2.1859 2.7534 26.1018
O -4.6138 11.8412 21.3524
O 7.2559 0.2329 29.7966
O 17.984 8.676 30.4955
O 6.8467 13.0562 28.1842
O 9.1717 12.9151 29.4878
O -0.2904 10.2749 26.0161
O 6.0963 0.6599 32.1951
O 10.9132 3.8828 27.6476

Results
free energy: -134613.221 eV
free energy less fixed offsets of O -570.45, Si -639.56 eV per atom: 8.299 eV

Forces (eV/angstrom), in the order of the atoms: element, x, y, z
Si -0.0949 -0.0778 -0.0264
Si -0.1728 0.1459 0.0386
Si 0.1408 -0.0699 -0.0499
Si 0.0721 -0.0133 -0.0104
Si 0.0308 0.0415 -0.1205
Si -0.0264 0.0774 0.0638
Si -0.1552 -0.0459 0.0446
Si 0.0716 -0.0219 -0.0094
Si -0.0246 0.0592 -0.0048
Si -0.106 -0.0321 0.0812
Si -0.0788 -0.0445 0.047
Si -0.0008 -0.0582 0.1098
Si 0.058 0.0682 0.1522
Si 0.2226 0.0986 0.2463
Si 0.0078 -0.0084 -0.0616
Si -0.1109 -0.0383 0.024
Si -0.1047 -0.0214 -0.0139
Si 0.0085 0.0731 0.0285
Si 0.008 -0.0219 -0.0046
Si 0.0504 -0.0227 -0.0222
Si 0.083 0.0639 0.0848
Si 0.0195 0.0399 0.0371
Si -0.0424 0.0278 -0.019
Si 0.0016 -0.0044 0.0927
Si 0.0416 0.064 0.0463
Si -0.0102 -0.0394 0.0323
Si -0.0448 -0.0373 -0.0273
Si -0.0508 -0.0354 0.0021
Si 0.0044 -0.0703 0.0283
Si -0.0151 0.0212 0.0146
Si 0.0051 0.0151 0.0024
Si 0.0206 -0.0278 0.0122
Si 0.0416 0.0657 -0.096
Si 0.0191 -0.0009 -0.0153
Si -0.0039 -0.0575 -0.0399
Si 0.0094 0.0526 -0.011
Si -0.0553 -0.0061 -0.0114
Si -0.0187 0.0197 0.0316
Si 0.0333 0.0032 -0.0349
Si -0.0053 -0.0039 -0.0326
Si -0.009 -0.0367 -0.0044
Si -0.0297 0.0037 -0.0092
Si 0.042 0.0378 -0.0322
Si -0.0272 -0.0125 0.0105
Si -0.0236 0.056 -0.0096
Si -0.0217 -0.0604 -0.0129
Si 0.002 0.0102 -0.0151
Si 0.0397 -0.0193 -0.0587
Si 0.0048 0.035 0.0043
Si 0.0091 0.0321 0.0084
Si -0.0049 0.0176 0.0189
Si 0.0196 -0.0383 -0.011
Si 0.0026 -0.0181 0.016
Si -0.0185 0.0038 0.0151
Si 0.0102 0.0059 -0.0151
Si 0.017 0.0276 -0.0107
Si -0.0064 0.0097 0.0146
Si 0.0056 0.003 0.0052
Si -0.0297 0.0056 0.014
Si -0.0084 0.0356 -0.0014
Si 0.0043 -0.0387 0.0136
Si -0.012 -0.0767 0.0447
Si -0.0296 -0.0092 0.009
Si -0.0236 0.0135 -0.0173
Si -0.0621 0.059 -0.0296
Si 0.0264 -0.0403 0.0203
Si 0.0147 -0.0623 0.0129
Si 0.022 -0.0409 -0.0032
Si 0.023 -0.0091 0.0164
Si 0.0536 0.074 -0.0215
Si -0.0118 -0.0286 -0.0036
Si 0.0231 0.0665 0.0333
Si -0.0356 0.0208 0.0168
Si -0.0391 0.0794 -0.1106
Si 0.0411 -0.0728 0.0777
Si -0.0556 0.0727 -0.0333
Si -0.0674 0.0022 -0.0395
Si -0.0897 -0.0237 -0.0838
Si -0.0293 -0.036 -0.0658
Si 0.0069 -0.0564 0.0534
Si 0.0457 0.0048 -0.0545
Si 0.028 0.1061 -0.117
Si -0.209 -0.2295 -0.1478
Si -0.0905 -0.172 -0.0199
Si 0.065 -0.019 0.0364
Si 0.1061 0.01 -0.0964
Si 0.0127 -0.0113 -0.0311
Si 0.2731 0.0216 -0.0829
Si 0.1313 0.1191 -0.1129
Si 0.0119 -0.0044 -0.0222
Si 0.1005 -0.0282 0.169
Si 0.0451 0.0265 0.0329
Si 0.0032 0.0763 -0.0094
Si -0.0937 -0.0429 -0.0541
Si -0.1092 0.0004 -0.043
Si -0.3561 -0.1606 -0.0439
Si -0.0485 0.0894 0.0395
Si -0.0111 -0.0245 0.0195
Si 0.0859 0.0109 -0.0328
Si -0.0177 0.0056 -0.0447
Si 0.0073 0.0104 -0.0138
Si 0.0344 -0.055 0.0962
Si -0.0654 0.1114 -0.039
Si -0.0641 0.0293 0.0355
Si -0.047 0.1361 -0.0656
Si 0.0331 0.0906 0.052
Si -0.0628 0.0454 -0.1026
Si 0.0013 -0.0347 -0.0829
Si 0.024 -0.032 0.0177
Si 0.0029 0.0761 -0.024
Si -0.0069 -0.0042 0.0422
Si 0.017 0.004 -0.0074
Si 0.2352 -0.1066 0.0575
Si 0.0913 0.0507 0.0697
Si -0.0496 0.0302 0.0051
Si 0.087 -0.1057 0.079
Si 0.1025 0.0678 -0.0882
Si -0.0269 -0.0733 0.0451
Si 0.0147 -0.1013 -0.0391
Si 0.0783 -0.0458 -0.0094
Si 0.0947 0.0702 -0.0395
Si 0.0293 0.1314 0.0091
Si -0.0057 0.0046 -0.0704
Si -0.0834 -0.0156 -0.0966
Si -0.0282 0.0358 -0.0791
Si 0.0995 0.0817 0.003
Si -0.1322 -0.1606 0.016
Si 0.0098 -0.0549 -0.0645
Si -0.0705 -0.01 -0.1307
Si -0.0275 0.0244 -0.057
Si -0.0768 -0.0175 -0.0057
Si -0.0134 -0.0347 0.097
O 0.0476 -0.0135 -0.0012
O 0.1024 0.0018 0.048
O 0.1022 -0.0019 -0.057
O -0.0614 0.0097 0.0403
O 0.0088 0.0184 0.0145
O -0.0498 -0.0427 0.0345
O 0.039 0.0107 0.0176
O 0.004 0.0347 -0.0263
O 0.0846 -0.171 0.0285
O 0.1211 0.051 0.0887
O 0.0248 -0.0403 0.0423
O 0.0064 0.0015 0.0699
O 0.0423 0.0131 -0.027
O -0.0355 -0.0116 0.0071
O -0.0173 -0.0073 -0.0159
O -0.0288 -0.0552 -0.0522
O 0.1378 0.0575 -0.0155
O 0.0967 -0.0201 0.003
O 0.0452 -0.053 -0.03
O 0.0593 -0.0337 0.0313
O 0.0233 -0.0043 -0.0615
O -0.0383 0.0078 -0.0414
O 0.1184 0.0243 0.044
O -0.0214 -0.0539 0.0124
O -0.0449 0.0027 0.0211
O 0.0187 0.0098 0.0308
O -0.1136 0.0413 0.0833
O -0.0218 -0.0416 -0.0825
O 0.0194 -0.0256 0.0316
O -0.0156 0.0532 -0.0127
O 0.0179 0.0902 -0.0655
O -0.0722 0.12 0.0155
O -0.0104 0.1976 -0.1291
O -0.0369 0.0137 -0.0266
O -0.0132 0.0326 -0.0583
O 0.0264 0.0081 0.0138
O 0.0467 -0.0235 -0.0081
O -0.0094 0.0091 0.0143
O -0.0822 -0.0021 -0.0398
O -0.0361 0.0296 0.0455
O 0.0284 -0.0563 0.0062
O -0.0112 0.0218 0.0143
O -0.0064 -0.0591 0.0043
O -0.0197 -0.0188 -0.0298
O 0.0258 -0.0182 0.0157
O -0.0293 -0.0229 -0.0269
O -0.0388 -0.0321 -0.0235
O 0.0057 -0.0133 -0.0094
O -0.0274 0.0029 0.0253
O -0.0013 -0.0124 0.0139
O -0.0579 0.0004 0.0166
O 0.0021 -0.0074 0.0226
O -0.012 -0.0055 -0.0144
O -0.0137 0.0019 -0.0119
O 0.0286 -0.0529 0.0303
O -0.0002 -0.0075 0.0182
O 0.0315 -0.0376 0.0335
O 0.0393 0.052 0.0321
O -0.0063 -0.0061 -0.0017
O 0.0284 -0.0325 0.0551
O -0.0331 -0.032 0.0257
O 0.0002 -0.0125 -0.024
O 0.0523 0.0334 0
O -0.0199 -0.0015 0.0008
O 0.0182 -0.0162 0.0543
O 0.0566 -0.0158 -0.0094
O 0.0012 0.0112 0.0474
O 0.019 -0.0373 -0.0085
O 0.0301 0.0305 0.0402
O 0.0893 -0.0234 -0.1158
O -0.0075 0.0052 0.0151
O -0.0206 -0.0536 0.0534
O -0.0063 -0.0575 -0.0002
O -0.0584 -0.0137 -0.0031
O 0.0065 -0.0047 0.0314
O 0.027 0.0247 0.0111
O -0.0201 -0.0017 0.0083
O -0.0197 0.0224 -0.0189
O -0.0687 0.0455 0.0024
O -0.0426 0.0965 -0.0115
O -0.0317 0.0249 -0.0241
O -0.0019 -0.0545 0.0889
O -0.041 0.0402 0.0191
O 0.0076 0.0153 0.0336
O -0.1084 -0.0234 0.0459
O -0.0149 -0.0055 0.0685
O 0.0252 -0.0804 0.0175
O 0.0361 0.0108 0.0336

The program warned: the cutoff lies below the one the program advises for these potential files; the forces do not sum to zero within the program's tolerance; empty levels may hold ghost states of the PAW files; the exchange-correlation potential is rough where the density is thin.
